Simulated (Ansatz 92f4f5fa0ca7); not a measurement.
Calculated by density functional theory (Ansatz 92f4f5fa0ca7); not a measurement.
Periodic cell of 221 atoms, Si132O87H1N1, from a study of silicon, its oxide and their interface. The atomic structure is a simulated model.
Doubt: the cutoff is low for norm-conserving oxygen, so forces and energies are approximate.
Doubt: the program's own warning below bears on the result.

Settings
functional: HSE06
potential files: SPMS norm-conserving
basis: plane waves
wave-function cutoff: 800 eV
density cutoff ratio: 4
exchange-correlation grid ratio: 1
k mesh: 1 x 1 x 1, Gamma-centred
occupations: fixed
spin: none
net charge: 0

Cell vectors (angstrom)
a, 10.938, 0, 0
b, 0, 10.938, 0
c, 0, 0, 32.0263

Atoms: element, x, y, z (angstrom)
Si, -0.1037, 0.2403, 24.6867
Si, 5.8361, -0.2959, 24.3399
Si, 2.5126, 2.9537, 24.8002
Si, 8.5434, 2.4393, 24.5396
Si, 0.3623, 5.2393, 24.6144
Si, 5.1808, 5.9459, 24.3605
Si, 2.7875, 8.0622, 24.553
Si, 8.1209, 8.4332, 24.6533
Si, 1.3626, 1.4077, 26.0746
Si, 6.8509, 1.348, 25.771
Si, 4.202, 4.2137, 25.7943
Si, 9.583, 4.13, 25.8247
Si, 1.4043, 6.8295, 25.9786
Si, 6.8211, 6.8722, 25.8237
Si, 4.1095, 9.6445, 25.7211
Si, 9.6405, 9.6023, 25.9636
Si, 2.7807, -0.0179, 27.2452
Si, 8.1928, 0.0181, 27.2528
Si, -0.0564, 2.7867, 27.3041
Si, 5.4885, 2.7423, 27.1697
Si, 2.795, 5.4538, 27.2717
Si, 8.1787, 5.4744, 27.1962
Si, 0.0102, 8.1864, 27.2836
Si, 5.4358, 8.2415, 27.1978
Si, 4.1018, 1.3673, 28.608
Si, 9.5708, 1.3673, 28.608
Si, 1.3673, 4.1018, 28.608
Si, 6.8362, 4.1018, 28.608
Si, 4.1018, 6.8362, 28.608
Si, 9.5708, 6.8362, 28.608
Si, 1.3673, 9.5708, 28.608
Si, 6.8362, 9.5708, 28.608
Si, 0, 0, 29.9753
Si, 5.469, 0, 29.9753
Si, 2.7345, 2.7345, 29.9753
Si, 8.2035, 2.7345, 29.9753
Si, 0, 5.469, 29.9753
Si, 5.469, 5.469, 29.9753
Si, 2.7345, 8.2035, 29.9753
Si, 8.2035, 8.2035, 29.9753
Si, 1.3673, 1.3673, 31.3425
Si, 6.8362, 1.3673, 31.3425
Si, 4.1018, 4.1018, 31.3425
Si, 9.5708, 4.1018, 31.3425
Si, 1.3673, 6.8362, 31.3425
Si, 6.8362, 6.8362, 31.3425
Si, 4.1018, 9.5708, 31.3425
Si, 9.5708, 9.5708, 31.3425
Si, 2.7345, 0, 0.6835
Si, 8.2035, 0, 0.6835
Si, 0, 2.7345, 0.6835
Si, 5.469, 2.7345, 0.6835
Si, 2.7345, 5.469, 0.6835
Si, 8.2035, 5.469, 0.6835
Si, 0, 8.2035, 0.6835
Si, 5.469, 8.2035, 0.6835
Si, 4.1018, 1.3673, 2.0507
Si, 9.5708, 1.3673, 2.0507
Si, 1.3673, 4.1018, 2.0507
Si, 6.8362, 4.1018, 2.0507
Si, 4.1018, 6.8362, 2.0507
Si, 9.5708, 6.8362, 2.0507
Si, 1.3673, 9.5708, 2.0507
Si, 6.8362, 9.5708, 2.0507
Si, 0, 0, 3.418
Si, 5.469, 0, 3.418
Si, 2.7345, 2.7345, 3.418
Si, 8.2035, 2.7345, 3.418
Si, 0, 5.469, 3.418
Si, 5.469, 5.469, 3.418
Si, 2.7345, 8.2035, 3.418
Si, 8.2035, 8.2035, 3.418
Si, 1.3931, 1.3397, 4.7221
Si, 6.9249, 1.2866, 4.7942
Si, 4.0607, 4.1644, 4.7611
Si, 9.4821, 4.1334, 4.7646
Si, 1.353, 6.8759, 4.8217
Si, 6.8078, 6.8372, 4.7712
Si, 4.1637, 9.4552, 4.8476
Si, 9.5368, 9.5985, 4.8248
Si, 2.8373, 0.0056, 6.0807
Si, 8.1555, -0.0921, 6.3686
Si, -0.1731, 2.6161, 5.9696
Si, 5.6047, 2.8064, 5.9375
Si, 2.6429, 5.4774, 6.2326
Si, 8.136, 5.5113, 6.1616
Si, -0.0027, 8.2632, 6.1859
Si, 5.4214, 7.9532, 6.3302
Si, 3.9859, 1.7711, 7.2058
Si, 9.8427, 1.1505, 7.5698
Si, 1.4029, 3.7147, 7.215
Si, 6.6034, 4.2542, 7.4878
Si, 4.2317, 6.2917, 7.7993
Si, 9.3692, 7.0236, 7.4552
Si, 1.2384, 9.8972, 7.3922
Si, 7.0084, 9.1156, 7.649
O, 1.4199, 4.0434, 24.1685
O, 5.4802, 11.0181, 22.7696
O, 2.6611, 2.6994, 7.0103
O, 8.1928, 8.0269, 8.0471
N, 5.2013, 4.8857, 8.4021
O, 0.1496, 0.1019, 7.976
O, 3.9313, 6.977, 24.1012
O, 9.6798, 1.3029, 24.2271
O, 2.1644, 9.3578, 8.6334
O, 0.9807, 3.496, 8.8016
O, 9.4776, 1.9031, 9.005
O, 6.3215, 9.5721, 9.0725
O, 4.401, 2.1112, 8.7812
O, 3.5229, 7.0938, 9.0737
O, 7.4119, 3.4349, 8.6712
O, 10.096, 6.1509, 8.6531
O, 3.125, 2.0114, 23.5688
O, 4.5321, 1.908, 21.1988
O, 8.0835, 2.8367, 23.0104
O, 10.8841, 6.0234, 23.2192
O, 6.9938, 9.4961, 24.1032
O, 1.988, 8.4888, 23.1646
O, 5.7319, 5.8067, 22.7943
O, 0.5707, 10.6926, 23.2791
Si, 2.8519, 8.4233, 9.7766
Si, -1.1375, 3.4395, 19.3061
Si, 3.0679, 10.4912, 19.8943
Si, 1.8588, 2.439, 19.6482
Si, 6.6112, 2.2927, 14.4486
Si, 9.7566, -1.5545, 13.5985
Si, 2.1571, 19.046, 15.5865
Si, 9.3689, 3.6808, 14.1417
Si, 5.6416, 9.6922, 10.5563
Si, -4.0774, 10.9675, 16.701
Si, 1.6228, 3.9462, 10.2307
Si, 2.6973, 12.2272, 15.1246
Si, 11.2982, 10.5255, 15.7298
Si, 0.0203, -2.5676, 11.0121
Si, 4.5888, 3.5969, 9.5053
Si, -3.1724, 12.0613, 19.2554
Si, 1.8537, -5.6439, 14.9769
Si, 4.3154, 3.7032, 16.1061
Si, 3.829, 4.9032, 18.8327
Si, 5.3138, 4.7926, 21.5741
Si, 13.1405, 7.6502, 18.5865
Si, 8.5075, 2.9757, 9.7863
Si, -2.7665, 4.0137, 21.8953
Si, 10.5734, -2.9648, 20.1501
Si, 8.8652, 6.6375, 14.4827
Si, 3.3738, 2.6174, 22.085
Si, 1.2592, 9.6435, 22.2652
Si, 4.6511, 9.7327, 15.1831
Si, -1.5929, -1.0621, 18.0488
Si, 5.465, 11.5165, 21.2193
Si, 9.4948, 6.5678, 22.5589
Si, 10.216, 5.6652, 10.2117
Si, -4.0321, 8.6443, 13.1685
Si, 1.158, 3.0188, 13.0356
Si, -0.8555, 4.928, 16.5921
Si, 6.2177, 1.8324, 11.4495
O, -5.4334, 10.1026, 16.5159
O, 4.7129, 4.3023, 17.5788
O, 3.1971, 4.2595, 10.0312
O, 5.4005, 3.1322, 10.8489
O, 1.3272, 0.8764, 15.9133
O, 2.6912, 14.6751, 19.0708
O, -0.4396, 2.8114, 13.339
O, -0.6162, 9.1187, 9.7103
O, 2.3866, 10.3994, 21.3753
O, 0.8147, 5.2944, 10.611
O, 9.8682, -3.0241, 14.3294
O, 3.4565, 2.3094, 16.1469
O, 1.2984, -1.5689, 15.0763
O, -2.5428, 5.3932, 22.7245
O, -1.2725, 8.5143, 18.895
O, 1.6231, 7.7965, 17.0823
O, 8.1048, -1.0373, 16.9533
O, 11.0536, 9.1078, 21.2269
O, 1.9654, 2.5647, 21.2776
O, 1.6402, 8.0698, 10.8295
O, 4.7843, 5.2533, 20.1082
O, -1.2527, 6.8968, 20.978
O, -1.8529, 6.1632, 16.0734
O, -2.7359, 9.6402, 13.1758
O, -0.2469, -0.6944, 17.2097
O, 6.3796, 8.6453, 11.6079
O, 4.0552, 9.2676, 10.4955
O, 1.9141, 6.8645, 14.5812
O, 13.1271, 12.9009, 13.7268
O, 5.6693, 9.2915, 14.0025
O, 0.9747, 7.2416, 19.5744
O, 5.7711, 11.2721, 10.9613
O, -1.3004, 3.5886, 15.7594
O, 10.0165, 7.006, 11.1501
O, 3.3478, 4.8342, 15.4375
O, 1.4024, 2.8637, 11.4291
O, 7.4079, 7.2065, 13.8766
O, 8.9438, 7.8804, 23.3369
O, 0.2747, 2.6008, 19.2591
O, -3.9757, 11.8879, 20.6697
O, 3.7138, 11.004, 14.7475
O, 5.6704, 3.377, 15.2494
O, -1.5111, 3.9156, 20.8355
O, -4.2372, 4.0075, 21.1871
O, 4.6951, -0.4281, 20.1721
O, 3.2184, 6.3839, 18.5158
O, 4.0001, 4.1042, 22.2765
O, 6.6892, 0.9191, 18.0507
O, 2.7999, 9.124, 19.0264
O, -0.1754, 9.3296, 12.3211
O, 5.9191, 1.7859, 13.0613
O, -1.0245, 4.6612, 18.2003
O, -1.9725, 10.9556, 19.2084
O, 11.6712, 5.1264, 16.1772
O, 7.0257, 1.0294, 15.4123
O, -7.1985, 8.4575, 15.5844
O, -3.0134, 3.0404, 13.8882
O, 13.4033, 11.8867, 19.2016
O, 8.4965, 2.5362, 18.9358
O, 1.4896, 4.5113, 13.6019
O, 9.263, 4.323, 10.3961
O, 7.7759, 2.1492, 10.9993
O, 10.1232, -0.3043, 14.5979
O, 9.3089, 5.2696, 13.6663
H, -0.3448, 10.031, 9.5014

Results
free energy: -54222.219 eV
free energy less fixed offsets of H -15.86, N -279.42, O -447.96, Si -113.29 eV per atom: -0.139 eV
gap between the highest filled and lowest empty level on this k mesh: 1.216 eV

The program warned: the cutoff lies below the one the program advises for these potential files; the model core charge is not resolved on the grid; the forces do not sum to zero within the program's tolerance; the potential files have known limits; the exchange-correlation potential is rough where the density is thin.
